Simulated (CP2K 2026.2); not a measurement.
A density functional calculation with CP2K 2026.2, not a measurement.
Periodic cell of 432 atoms, Si324O108, from a study of silicon, its oxide and their interface. The atomic structure is a simulated model.
Doubt: the forces sum to 1.31 eV/angstrom along one axis rather than to zero, so they err by at least 0.0030 eV/angstrom per atom on average; the grid cutoff is modest.

Settings: functional PBE; method Gaussian and plane waves; basis set DZVP-MOLOPT-SR-GTH; pseudopotentials GTH-PBE; grid cutoff 300 Ry, relative cutoff 40 Ry; k points Gamma only; occupations fixed; spin none; net charge 0.

Cell vectors (angstrom)
a	16.32	0	0
b	0	16.32	0
c	5.583	2.8579	29.6289

Atoms: element, x, y, z (angstrom)
Si	1.0467	-1.1532	0.12
Si	3.9173	1.59	0.113
Si	1.6729	3.799	-0.0248
Si	4.3106	6.5605	0.0138
Si	1.3233	-6.5428	0.2004
Si	4.3184	-4.2994	0.0921
Si	6.9772	-1.4221	0.0527
Si	9.8306	1.1948	0.0602
Si	6.5515	4.3669	0.0825
Si	9.7783	6.4845	-0.0403
Si	6.5212	9.7501	0.1849
Si	-7.1567	-3.7247	-0.0018
Si	-4.2467	-0.9953	-0.0215
Si	-1.1605	1.0468	0.1295
Si	-4.2252	4.3142	-0.0065
Si	-1.5298	7.047	0.116
Si	-3.9488	-7.2284	0.1857
Si	-1.2454	-4.7304	-0.071
Si	2.6857	0.0015	1.3634
Si	5.4475	2.7663	1.4175
Si	2.7363	5.4123	1.3263
Si	5.396	8.135	1.4098
Si	2.7686	-5.3454	1.5142
Si	5.4164	-2.6394	1.3316
Si	8.2116	0.071	1.3569
Si	-5.3517	2.75	1.365
Si	8.1674	5.4616	1.3487
Si	-5.5146	8.0042	1.4506
Si	8.167	-5.3965	1.352
Si	-5.4261	-2.667	1.2117
Si	-2.7341	-0.0142	1.4705
Si	0.0314	2.7055	1.2955
Si	-2.689	5.4401	1.3625
Si	0.0807	8.1631	1.3935
Si	-2.8121	-5.5678	1.42
Si	-0.1912	-2.829	1.198
Si	1.356	1.3722	2.7341
Si	4.0734	4.0995	2.7676
Si	1.3916	6.763	2.7137
Si	4.0616	9.4946	2.7924
Si	1.2771	-4.0032	2.6998
Si	4.0428	-1.3456	2.7141
Si	6.825	1.388	2.7179
Si	9.5132	4.0568	2.7007
Si	6.8371	6.834	2.737
Si	9.5073	-6.7988	2.6962
Si	6.7838	-4.0368	2.7126
Si	-6.7622	-1.3444	2.6878
Si	-4.0381	1.4135	2.7784
Si	-1.3243	4.0583	2.6756
Si	-4.0737	6.7304	2.7911
Si	-1.3542	-6.8489	2.7698
Si	-4.1197	-4.056	2.6448
Si	-1.4145	-1.4752	2.7161
Si	-0.0207	-0.0436	4.0374
Si	2.7141	2.7213	4.1073
Si	0.0116	5.4191	4.0628
Si	2.7052	8.1303	4.1149
Si	-0.0098	-5.4298	4.0815
Si	2.6741	-2.6911	4.075
Si	5.4414	0.0088	4.0502
Si	8.1693	2.7219	4.0955
Si	5.4611	5.4606	4.0897
Si	8.1621	-8.1234	4.0999
Si	5.4483	-5.4302	4.0854
Si	8.1758	-2.6979	4.0588
Si	-5.4292	0.0166	4.0772
Si	-2.6715	2.7468	4.1068
Si	-5.4524	5.3866	4.1092
Si	-2.7186	8.1235	4.119
Si	-5.442	-5.4344	4.0341
Si	-2.7708	-2.7652	4.0921
Si	1.3852	-1.3493	16.3314
Si	4.1122	1.325	16.3144
Si	1.3323	4.1207	16.207
Si	4.109	6.8567	16.3222
Si	1.3584	-6.7957	16.3312
Si	4.0736	-4.1136	16.3822
Si	6.8058	-1.3622	16.3405
Si	-6.7866	1.386	16.2682
Si	6.786	4.045	16.2981
Si	-6.8391	6.7789	16.3487
Si	6.7952	-6.8358	16.4176
Si	-6.8108	-4.0989	16.3652
Si	-4.096	-1.3911	16.2731
Si	-1.3897	1.3462	16.2849
Si	-4.0769	4.126	16.2712
Si	-1.3629	6.848	16.3026
Si	-4.0825	9.518	16.2864
Si	-1.3119	-4.0607	16.3162
Si	2.7697	-0.0164	17.6985
Si	5.4707	2.6649	17.6782
Si	2.6723	5.4932	17.5486
Si	5.4568	8.1099	17.8293
Si	2.6996	-5.4907	17.7487
Si	5.4413	-2.7273	17.715
Si	8.2147	0.0219	17.6438
Si	-5.4363	2.7727	17.607
Si	8.1142	5.3664	17.6948
Si	-5.4711	8.1884	17.6533
Si	8.1636	-5.4565	17.7636
Si	-5.4128	-2.7386	17.683
Si	-2.755	-0.0535	17.6322
Si	-0.0456	2.7997	17.5485
Si	-2.7639	5.5271	17.6332
Si	-0.0034	-8.138	17.7007
Si	-2.6696	-5.4673	17.6127
Si	0.0265	-2.6772	17.7077
Si	1.3479	1.439	18.8516
Si	3.9787	4.0545	18.8186
Si	1.3478	6.7958	19.0189
Si	4.0443	-6.8315	19.1806
Si	1.371	-4.0592	19.0783
Si	4.098	-1.3723	19.1308
Si	6.8902	1.359	19.0708
Si	-6.7852	4.0633	19.0376
Si	6.7734	6.6013	19.1802
Si	-6.7924	9.4944	19.1146
Si	6.809	-4.0776	19.1052
Si	9.5874	-1.3313	19.0161
Si	-4.1063	1.3758	18.91
Si	-1.4048	4.1739	18.9305
Si	-4.1211	6.8515	19.0259
Si	-1.3569	-6.7903	19.0658
Si	-4.0231	-4.1375	18.9646
Si	-1.4075	-1.3667	19.0626
Si	-0.2939	0.4381	20.083
Si	2.3693	3.0465	20.1679
Si	0.1492	5.2585	20.3036
Si	2.9516	7.7684	20.4254
Si	-0.2236	-5.1993	20.3754
Si	2.9632	-2.975	20.456
Si	5.8032	-0.2871	20.3344
Si	8.5215	2.4514	20.4172
Si	5.0524	5.3752	20.378
Si	8.3724	7.8417	20.3632
Si	5.205	-5.2003	20.4289
Si	8.0429	-2.4793	20.3296
Si	-5.5583	0.2336	20.3286
Si	-2.5919	2.6071	20.1619
Si	-5.6953	5.6899	20.334
Si	-2.9628	-7.92	20.3615
Si	-5.1218	-5.6663	20.3521
Si	-2.514	-3.0423	20.3703
Si	-0.3789	7.4815	-2.5815
Si	-4.2574	6.0264	-4.1911
Si	4.0565	3.4301	22.5589
Si	-0.7224	-3.4641	-3.8591
Si	-4.4302	-7.6933	-2.7677
Si	-2.3435	0.9759	-4.3265
Si	5.8486	0.4992	-2.1546
Si	-4.9825	-3.5942	-4.5052
Si	7.036	-6.8704	-2.7929
Si	0.8455	0.8573	-3.9414
Si	-3.1539	-1.7068	-2.9227
Si	-3.8823	4.2869	22.4791
Si	8.028	2.5902	23.3846
Si	5.403	-0.3483	-5.0599
Si	5.6387	0.8938	23.1804
Si	-7.2049	7.4442	-3.0287
Si	8.085	2.6863	-2.1062
Si	-1.6722	6.5139	22.5446
Si	1.6907	-1.9967	-2.7337
Si	1.2602	-5.6409	23.1166
Si	-6.879	-4.2596	22.4445
Si	2.5854	8.1215	-2.0898
Si	1.2808	-2.5731	23.0876
Si	4.1426	-6.5035	-4.1
Si	-1.8602	-6.0267	-2.8112
Si	-3.6044	-1.1219	22.4423
Si	3.1709	-7.6883	23.2749
Si	-6.7327	4.6089	-4.1237
Si	-0.6348	-0.5207	22.685
Si	4.0034	-3.7241	-2.9636
Si	7.1847	-6.5026	22.4521
Si	-2.4194	2.8051	-2.115
Si	0.5066	3.6494	-2.7977
Si	0.1147	5.8092	-4.9599
Si	6.6836	-3.0977	-4.3971
Si	-7.3617	-4.3525	-2.99
Si	1.347	-1.3388	5.4471
Si	4.0907	1.3588	5.4369
Si	1.3564	4.0764	5.4536
Si	4.0925	6.7985	5.4607
Si	1.3463	9.5181	5.4407
Si	4.0539	-4.0746	5.4137
Si	6.8024	-1.3501	5.4182
Si	9.5221	1.3535	5.4484
Si	6.8064	4.0863	5.4452
Si	9.5234	6.8021	5.4342
Si	6.8005	-6.78	5.4583
Si	9.5195	-4.0811	5.4135
Si	-4.0917	-1.3622	5.44
Si	-1.3467	1.3336	5.4309
Si	-4.0697	4.0644	5.4667
Si	-1.347	6.7692	5.4502
Si	-4.0837	-6.7915	5.424
Si	-1.3833	-4.0978	5.4472
Si	2.7236	0.0069	6.8011
Si	5.445	2.7195	6.8012
Si	2.7237	5.4352	6.8091
Si	5.4425	-8.1498	6.8107
Si	2.7166	-5.442	6.7916
Si	5.4326	-2.7176	6.7721
Si	8.1526	-0.0026	6.801
Si	10.8873	2.7027	6.8136
Si	8.1613	5.4495	6.8019
Si	10.8788	-8.1526	6.791
Si	8.1697	-5.4275	6.8002
Si	10.8699	-2.7258	6.7937
Si	-2.7191	-0.0089	6.7964
Si	0.0032	2.7021	6.8017
Si	-2.7162	5.4318	6.8173
Si	-0.0035	8.1536	6.804
Si	-2.7316	-5.4509	6.8113
Si	-0.013	-2.7193	6.7898
Si	1.3682	1.36	8.1671
Si	4.082	4.0738	8.1656
Si	1.3642	6.8011	8.164
Si	4.0776	-6.7933	8.1615
Si	1.3557	-4.0782	8.1472
Si	4.0828	-1.3625	8.1494
Si	6.7986	1.3572	8.1639
Si	9.5206	4.0798	8.155
Si	6.8009	6.8049	8.1655
Si	9.5206	-6.7963	8.1585
Si	6.7948	-4.073	8.1465
Si	9.5114	-1.3688	8.1587
Si	-4.075	1.3442	8.1672
Si	-1.3571	4.0645	8.1648
Si	-4.0796	6.8085	8.1561
Si	-1.3662	-6.8089	8.1647
Si	-4.0887	-4.08	8.1617
Si	-1.3618	-1.3638	8.1611
Si	0.005	-0.0048	9.5179
Si	2.7237	2.7171	9.5296
Si	0.0012	5.4368	9.5193
Si	2.7227	-8.157	9.5222
Si	-0.0006	-5.4365	9.511
Si	2.7229	-2.7221	9.5095
Si	5.4382	-0.0081	9.5209
Si	8.1596	2.7201	9.5171
Si	5.439	5.4422	9.5203
Si	8.1586	-8.1517	9.52
Si	5.4443	-5.4368	9.5144
Si	8.1521	-2.7264	9.5212
Si	-5.4421	-0.0126	9.5186
Si	-2.718	2.7102	9.5233
Si	-5.4449	5.4465	9.5101
Si	-2.7252	-8.161	9.5273
Si	-5.4463	-5.438	9.5244
Si	-2.7239	-2.7213	9.5192
Si	1.3662	-1.3658	10.875
Si	4.0805	1.3505	10.885
Si	1.3638	4.0835	10.883
Si	4.0824	-9.5166	10.8845
Si	1.3658	-6.7876	10.8728
Si	4.0873	-4.0772	10.8726
Si	6.7927	-1.3738	10.8846
Si	9.5155	1.3515	10.8719
Si	6.7992	4.0813	10.8758
Si	9.5176	-9.5123	10.8751
Si	6.7983	-6.7964	10.8841
Si	9.5094	-4.0863	10.8891
Si	-4.0816	-1.3657	10.8839
Si	-1.3515	1.3559	10.8808
Si	-4.0885	4.0793	10.8619
Si	-1.3596	6.8	10.8798
Si	-4.0868	-6.7971	10.8825
Si	-1.3589	-4.0785	10.8763
Si	2.7266	-0.0179	12.2451
Si	5.4401	2.7204	12.2342
Si	2.7212	5.4445	12.2439
Si	5.4391	-8.1556	12.248
Si	2.7333	-5.4325	12.2348
Si	5.4446	-2.7403	12.2563
Si	8.1575	-0.013	12.2314
Si	10.872	2.7208	12.2215
Si	8.1524	5.4513	12.2303
Si	10.866	-8.1491	12.2434
Si	8.1508	-5.4448	12.2594
Si	10.8754	-2.7241	12.2421
Si	-2.7119	-0.0043	12.2366
Si	0.0074	2.7202	12.2398
Si	-2.7374	5.4395	12.222
Si	0.0045	8.1769	12.2265
Si	-2.7225	-5.436	12.2332
Si	0.009	-2.7234	12.2371
Si	1.3727	1.3552	13.5953
Si	4.0865	4.0828	13.6007
Si	1.3689	6.8301	13.5875
Si	4.091	-6.7807	13.6077
Si	1.3776	-4.0778	13.5978
Si	4.0814	-1.3862	13.6123
Si	6.7964	1.3479	13.5815
Si	9.5124	4.0878	13.5763
Si	6.798	-9.5178	13.6081
Si	9.5034	-6.8056	13.6256
Si	6.7944	-4.1001	13.6404
Si	9.5064	-1.3744	13.6028
Si	-4.0868	1.3604	13.5745
Si	-1.3756	4.0849	13.5738
Si	-4.0911	6.8058	13.5855
Si	-1.3527	9.5371	13.5899
Si	-4.0826	-4.0848	13.5976
Si	-1.3466	-1.3626	13.598
Si	0.0154	0.0012	14.9599
Si	2.7384	2.7091	14.9558
Si	-0.0331	5.4842	14.9032
Si	2.7318	8.1879	14.9616
Si	0.0206	-5.4319	14.9546
Si	2.731	-2.7448	14.9922
Si	5.4553	-0.0243	14.9483
Si	8.1524	2.7187	14.9216
Si	5.436	5.4472	14.9708
Si	8.1373	-8.1654	14.9976
Si	5.445	-5.4657	15.0247
Si	8.1599	-2.7345	14.99
Si	-5.4415	-0.004	14.9319
Si	-2.7358	2.724	14.9332
Si	-5.4693	5.46	14.9437
Si	-2.7238	8.1751	14.9272
Si	-5.4518	-5.4301	14.9667
Si	-2.7031	-2.7347	14.9469
O	7.6475	-7.8369	21.6716
O	2.8045	2.6753	-0.3648
O	-3.838	7.1008	-3.0204
O	2.2097	-6.985	-1.0912
O	7.2218	1.167	23.433
O	-6.7965	6.784	20.8657
O	6.914	-1.397	20.8036
O	4.1051	-4.0732	20.8959
O	-0.042	-0.0325	-0.4139
O	5.4449	5.4634	-0.4384
O	-5.394	5.377	-0.4608
O	-6.6848	1.3135	20.8417
O	6.3199	-1.6812	-5.0812
O	-1.383	-4.1324	20.8426
O	1.2528	4.121	20.7014
O	5.0153	4.512	21.7911
O	-7.1108	7.0971	-1.4368
O	5.4396	-5.4305	-0.2453
O	0.3311	0.0657	21.5354
O	-3.5102	3.7225	-1.355
O	5.2669	0.3438	21.7223
O	-3.4062	-1.4055	-1.3561
O	-7.3755	6.0634	-3.8504
O	-2.6613	-8.1491	-0.2006
O	0.5793	-6.5905	24.2407
O	-7.5005	-2.9841	21.6725
O	6.985	-7.2259	-1.2207
O	-0.2438	-2.107	22.7238
O	4.9496	2.3381	23.3255
O	8.0252	-2.6033	-0.3329
O	-2.2033	-0.3012	22.3994
O	3.7679	-3.8967	-1.3759
O	5.8656	-5.8599	21.7655
O	-4.0285	-1.3113	23.9942
O	-6.0457	-4.6361	-3.8783
O	-6.7732	2.3338	23.8619
O	3.5311	-5.0431	-3.7669
O	-0.4563	5.8795	21.6832
O	-1.0724	3.6177	-2.4514
O	-2.7608	5.3704	22.8582
O	-0.7353	6.7981	-3.9971
O	-2.0078	1.563	-1.1594
O	5.1519	0.0439	-3.521
O	6.4722	-0.7686	-1.3568
O	3.1138	-2.4337	-3.3675
O	7.9313	-5.5692	-3.0244
O	1.2139	4.3237	-1.5018
O	-5.5841	-4.8333	21.6741
O	1.2169	-4.102	23.564
O	1.8161	-1.8352	-1.1352
O	7.2952	3.7932	-1.2421
O	-0.2102	0.1866	24.067
O	-1.3874	1.5739	20.4914
O	-4.6831	-7.1109	-1.2702
O	-4.7685	-0.3349	21.6418
O	-5.0733	5.0097	21.6678
O	0.6807	4.5549	-4.1244
O	-4.0441	-6.7927	20.8624
O	-1.0176	6.6128	-1.3705
O	0.662	-3.2034	-3.0649
O	3.1132	4.0968	23.7045
O	8.114	-3.0984	-3.6149
O	-0.7613	0.9093	-4.0174
O	-4.4956	3.6619	23.8195
O	0.4873	-5.8287	21.7084
O	-7.0842	1.953	-1.2477
O	-3.2291	3.1226	21.5683
O	4.1231	6.6702	20.6498
O	-6.4916	-3.8429	23.9394
O	-5.9505	-7.8632	-3.3594
O	2.2881	-2.4125	21.8335
O	-2.3423	7.7143	21.6967
O	2.4563	7.9715	21.9753
O	-1.1647	-5.0238	-3.8817
O	-7.9673	-5.4248	22.4122
O	5.045	-0.1443	24.2424
O	1.1865	2.194	-3.0774
O	0.1577	-5.523	-0.3082
O	3.6622	7.1619	-1.3575
O	1.7271	-1.5906	24.3099
O	-3.0247	5.2955	-4.9306
O	-0.8745	-7.2962	-2.5422
O	-5.1973	4.8335	-3.6351
O	-4.374	-2.6494	-3.3795
O	5.5937	-6.6385	-3.4296
O	-3.0101	2.1943	-3.4897
O	4.677	1.1076	-1.2358
O	7.7653	-8.1246	-3.4621
O	-3.2918	-6.6424	-3.3233
O	-6.751	-4.1964	-1.5004
O	8.0087	3.0961	21.833
O	-7.5149	3.4331	-3.3399
O	1.2225	7.345	-2.4216
O	3.1904	-7.6358	-3.465
O	-1.7905	-2.531	-3.0946
O	-3.3146	-2.5323	21.7048
O	4.736	-8.0565	23.4135
O	6.9307	-6.8687	23.9967
O	3.1492	2.5878	21.5187
O	-2.0325	-5.0609	-1.4922
O	1.2366	-0.5539	-3.2689
O	-3.0777	-0.3828	-3.8406
O	-5.4051	0.0807	-0.4742
O	7.0033	1.5665	-2.5367
O	7.2755	3.7167	24.2946
O	2.8276	-6.1011	23.062
O	-1.1453	7.0986	23.9393
O	5.5553	-3.4639	-3.3045

Results
total energy: -82020.511 eV
total energy less fixed offsets of O -438.25, Si -107.07 eV per atom: 1.169 eV

Forces (eV/angstrom), in the order of the atoms: element, x, y, z
Si	0.0312	-0.0971	0.6841
Si	0.1061	-0.2386	0.7753
Si	-0.2737	0.1992	0.7488
Si	-0.1621	0.1659	0.7583
Si	0.0641	-0.2646	0.6841
Si	-0.1791	0.2613	0.7195
Si	-0.2137	0.2155	0.7364
Si	-0.1763	0.0933	0.7165
Si	0.0749	-0.1937	0.7395
Si	-0.204	0.1376	0.6979
Si	0.2178	-0.1351	0.7053
Si	0.2446	-0.2125	0.7586
Si	0.0256	-0.262	0.7132
Si	-0.0121	0.2042	0.721
Si	0.1467	-0.1643	0.7089
Si	0.2787	-0.2648	0.7092
Si	-0.1772	0.3379	0.7036
Si	-0.1932	0.5411	0.5794
Si	0.0053	0.0097	-0.0387
Si	-0.0084	0.0136	-0.0565
Si	0.01	-0.003	-0.0792
Si	-0.0121	-0.0295	-0.0351
Si	0.0128	0.0008	-0.0258
Si	0.0366	-0.0018	-0.0427
Si	0.0246	-0.0035	-0.0239
Si	-0.005	0.024	-0.0324
Si	0.0074	-0.0171	-0.0433
Si	-0.0142	-0.0322	-0.0438
Si	0.0059	0.0302	-0.073
Si	0.0066	0.0134	-0.0821
Si	0.0056	-0.0046	-0.0475
Si	0.0336	0.0069	-0.0721
Si	-0.0211	-0.014	-0.0458
Si	-0.0304	0.0107	-0.0461
Si	-0.0255	0.0006	-0.0703
Si	-0.0214	-0.0647	-0.054
Si	-0.01	0.002	0.0422
Si	-0.0133	-0.001	0.0456
Si	0.0344	0.0035	0.0223
Si	0.0137	0.0211	0.0249
Si	-0.0383	0.0199	0.0331
Si	0.0081	0.0099	0.0029
Si	-0.0049	-0.0014	0.0083
Si	0	-0.0022	0.0142
Si	-0.0101	-0.001	0.0291
Si	-0.0257	-0.0079	0.0108
Si	0.0025	0.0147	0.0395
Si	-0.0047	-0.0101	0.0349
Si	-0.0021	-0.0014	0.0209
Si	-0.002	-0.023	0.009
Si	0.0245	0.0123	0.03
Si	0.0123	-0.0211	0.033
Si	-0.002	0.0219	0.0025
Si	0.0394	0.0033	0.027
Si	-0.0012	0.0127	-0.0219
Si	0.0007	0.0042	-0.013
Si	-0.0103	0.0014	-0.0061
Si	-0.0011	0.0049	0.0094
Si	-0.0196	0.008	-0.025
Si	-0.014	0.0045	0.0065
Si	-0.003	-0.0048	-0.0005
Si	0.018	0.0159	0.0034
Si	0.0062	0.0046	-0.0105
Si	0.0011	-0.0081	0.001
Si	0.0088	0.0106	-0.0116
Si	0.0078	-0.0109	-0.0114
Si	-0.0041	-0.0077	-0.0038
Si	0.0017	-0.0032	0.011
Si	0.0019	-0.0006	-0.0092
Si	0.0016	-0.0087	0.0159
Si	0.0179	-0.0065	0.0087
Si	-0.0075	0.0022	0.0261
Si	-0.0225	0.0019	-0.0035
Si	0.001	0.0116	-0.0156
Si	0.0097	0.0057	-0.0129
Si	-0.0041	0.0074	0.008
Si	0.0105	0.0113	-0.0075
Si	-0.0042	0.0047	0.0156
Si	-0.0083	0.0064	0.0148
Si	-0.0131	0.0027	0.0063
Si	0.0052	0.0034	-0.0031
Si	0.0104	-0.0088	0.0117
Si	-0.0008	-0.0291	0.0179
Si	0.0002	-0.0048	-0.004
Si	0.0104	0.01	-0.0154
Si	0.0052	-0.0128	0.0214
Si	-0.0055	-0.0171	0.0034
Si	0.0142	0.0027	0.0038
Si	0.0085	-0.0108	0.0166
Si	-0.0083	0.0071	0.0115
Si	0.0063	-0.0265	-0.0075
Si	0.0205	-0.0256	-0.0015
Si	-0.0235	0.0177	-0.0387
Si	0.0025	0	0.001
Si	0.009	0.007	-0.0128
Si	0.0174	0.0237	-0.0399
Si	-0.01	-0.0077	-0.0404
Si	0.0015	-0.0037	-0.0246
Si	0.0094	0.0085	-0.0253
Si	0.011	0.0071	-0.031
Si	-0.0066	-0.0086	-0.0116
Si	0.0051	0.0047	-0.001
Si	0.0015	0.004	-0.028
Si	-0.0173	0.0256	-0.0538
Si	-0.0187	0.0043	-0.0127
Si	-0.0106	-0.0013	-0.009
Si	0.0037	-0.0227	-0.0503
Si	-0.0024	-0.0066	-0.0076
Si	-0.003	0.0025	0.0522
Si	-0.0207	-0.0038	0.0416
Si	-0.0016	-0.0199	0.0683
Si	-0.0096	-0.022	0.0384
Si	0.003	-0.0016	0.0534
Si	-0.0013	-0.0078	0.0712
Si	-0.0031	-0.0115	0.0751
Si	0.0095	0.0228	0.0512
Si	-0.0401	0.0024	0.0234
Si	-0.0006	-0.0157	0.0327
Si	-0.018	0.0166	0.0183
Si	-0.0145	0.01	0.0432
Si	0.005	-0.0032	0.0392
Si	0.0163	-0.0084	0.041
Si	-0.0133	0.0022	0.0674
Si	-0.0154	0.0006	0.0599
Si	-0.0132	-0.0142	0.0315
Si	0.0093	-0.0031	0.0609
Si	0.1117	-0.3552	-0.7478
Si	0.1014	-0.1851	-0.7271
Si	-0.2125	0.183	-0.7189
Si	-0.2785	0.436	-0.6623
Si	0.1515	-0.1296	-0.6704
Si	-0.1517	0.1735	-0.729
Si	-0.1405	0.1389	-0.7564
Si	-0.1835	0.1477	-0.709
Si	0.4372	-0.2257	-0.6096
Si	-0.109	0.1403	-0.6976
Si	0.1556	-0.1615	-0.7321
Si	0.0923	-0.2398	-0.7268
Si	0.1159	-0.1493	-0.7102
Si	-0.2161	0.2435	-0.6812
Si	0.1831	-0.1322	-0.7793
Si	0.1364	-0.1664	-0.7657
Si	-0.2472	0.038	-0.7254
Si	-0.0666	0.2602	-0.708
Si	-0.0632	0.1512	0.0111
Si	-0.0062	0.1967	0.0293
Si	0.0244	0.0774	-0.1972
Si	-0.011	0.0198	0.0136
Si	0.016	-0.0045	0.0121
Si	0.0362	-0.0389	-0.0475
Si	0.118	0.0286	0.179
Si	0.1108	-0.0433	-0.0055
Si	-0.0381	0.0161	0.0919
Si	0.0596	0.0514	-0.014
Si	0.0081	0.1242	0.024
Si	0.0367	-0.0076	-0.1871
Si	-0.0261	0.0626	-0.0317
Si	-0.0213	-0.0238	-0.0453
Si	0.0979	0.0038	-0.0935
Si	0.235	0.0161	0.1512
Si	-0.0514	-0.0124	0.0901
Si	-0.0378	-0.0411	-0.1245
Si	-0.0508	0.0608	0.0379
Si	-0.027	-0.0389	-0.1242
Si	-0.0098	0.0206	-0.0349
Si	0.0289	0.048	0.1521
Si	0.0514	0.0073	-0.0968
Si	0.0151	0.0157	0.0285
Si	-0.083	-0.0885	0.0756
Si	-0.0532	-0.0505	-0.0654
Si	-0.0317	-0.0271	-0.1241
Si	-0.0596	-0.0569	0.1
Si	-0.0648	-0.044	-0.04
Si	0.0272	-0.0041	0.0584
Si	-0.0691	0.0033	-0.1265
Si	0.0114	-0.0247	0.208
Si	0.0108	-0.1078	0.072
Si	-0.1079	-0.0232	0.0704
Si	-0.0113	0	-0.0224
Si	-0.0456	0.0852	0.1064
Si	-0.0126	0.0007	0.0152
Si	-0.0019	-0.0002	0.0041
Si	0.0064	-0.0038	0.0129
Si	0.0151	0.0028	0.0141
Si	-0.023	-0.0088	0.0128
Si	-0.0124	-0.0162	0.0054
Si	-0.0014	0.0062	0.0035
Si	0.0084	-0.0036	0.0035
Si	-0.0126	-0.0005	0.0115
Si	-0.0063	0.009	0.0056
Si	-0.0058	0.0182	0.0186
Si	-0.0052	0.0053	0.0134
Si	0.0026	0.0043	0.0129
Si	0.0183	-0.007	-0.0021
Si	0.0009	-0.0111	0.0174
Si	-0.0005	-0.0077	0.0094
Si	0.0058	0.0164	-0.0006
Si	0.0025	0.0018	0.0185
Si	0.0015	0.0061	-0.0032
Si	0.0004	-0.0018	0.0004
Si	-0.0091	0.0019	0.0032
Si	-0.0037	0.0058	0.0029
Si	0.0032	0.0078	0.0044
Si	-0.0012	0.0057	-0.0054
Si	0.0016	0.0051	0.0017
Si	0.0047	-0.0053	0.0028
Si	-0.0024	-0.0036	-0.0002
Si	0.0099	0.0026	-0.0014
Si	-0.0002	-0.0046	0.0021
Si	0.0009	0.0021	-0.0063
Si	-0.0065	0.0004	-0.0038
Si	-0.0009	-0.0034	-0.0027
Si	-0.0013	-0.0001	0.0049
Si	-0.0051	-0.0022	0.0035
Si	0.0027	-0.0072	0.0028
Si	-0.0007	0.0059	0.0009
Si	0.0077	0.011	0.0028
Si	-0.0003	-0.0007	-0.0014
Si	0.0044	0.0055	-0.0026
Si	0.0041	-0.0096	0.0009
Si	-0.011	0.0002	-0.0066
Si	-0.0113	0.0067	-0.0064
Si	-0.0007	0.0013	-0.0034
Si	0.0052	0.0019	-0.0104
Si	-0.0021	0.0061	-0.0095
Si	-0.0013	0.0115	-0.0088
Si	0.0027	-0.0082	-0.006
Si	-0.0031	-0.0092	-0.0012
Si	-0.0056	-0.008	-0.001
Si	-0.0089	-0.0091	-0.0044
Si	0.0162	0.0023	-0.0006
Si	-0.008	-0.0023	0.0058
Si	0.0004	0.0057	-0.0067
Si	0.0021	0.0087	-0.0036
Si	-0.0021	0.0041	-0.0018
Si	-0.0091	-0.0023	0.0016
Si	0.0012	-0.0048	-0.0062
Si	-0.0023	0.0022	0.001
Si	0.002	-0.0009	0.0006
Si	0.0095	-0.0064	-0.0073
Si	0.001	-0.0029	0.0021
Si	-0.0014	-0.0009	-0.0056
Si	-0.0053	0.0011	-0.0034
Si	0.0035	-0.0016	0.0016
Si	-0.0062	0.0046	-0.0012
Si	-0.0094	0.0093	0
Si	0.0132	0.0051	0.0007
Si	0.0003	-0.0017	-0.0021
Si	-0.004	0.0018	-0.005
Si	-0.0087	0.0034	0.0043
Si	0.0045	-0.008	-0.002
Si	0.0063	0.0031	0.0014
Si	-0.0027	0.0016	-0.0023
Si	-0.0045	0.0085	0.001
Si	0.0078	-0.0004	-0.0045
Si	-0.0011	0.0019	0.0012
Si	-0.0011	0.0027	-0.0006
Si	-0.0057	-0.0043	-0.0021
Si	0.0066	0.0016	0.0044
Si	0.0002	-0.0005	-0.0017
Si	0.0001	0.0033	-0.0024
Si	0.0034	-0.0016	0.0023
Si	-0.0034	-0.0003	0.0025
Si	-0.0022	-0.0056	0.0008
Si	-0.0062	0.0031	0.0022
Si	-0.0005	-0.0048	0.0008
Si	0.0075	-0.0014	-0.0006
Si	-0.0025	-0.0009	0.0032
Si	0.0062	0.0001	0.0029
Si	-0.0045	0.0019	-0.0013
Si	0.0035	0.0007	0.0064
Si	0.0038	-0.0076	0.0093
Si	-0.0101	-0.0053	0.003
Si	-0.0046	-0.0044	0.0044
Si	0.0115	0.0104	-0.0017
Si	-0.013	-0.0012	-0.0007
Si	-0.0078	-0.0015	0.002
Si	-0.0075	0.0021	0.003
Si	0.0084	0.0027	0.0066
Si	0.0063	0.0008	0.0014
Si	0.0009	-0.002	0.0056
Si	0.0069	0.0077	0.0073
Si	0.0087	0.0096	0.0022
Si	-0.0004	0.0075	-0.0014
Si	-0.013	-0.0054	0.0039
Si	0.0026	0.0035	0.0053
Si	0.003	-0.0035	-0.002
Si	-0.0024	-0.0066	0.0006
Si	-0.0008	-0.0018	0.0004
Si	-0.0045	0.0057	-0.0014
Si	0.0036	0.0083	-0.0038
Si	-0.0114	-0.0012	-0.0034
Si	-0.002	-0.0038	-0.0024
Si	-0.0004	0.0026	-0.0003
Si	-0.0002	0.0003	-0.0076
Si	-0.0071	-0.0052	0.0061
Si	-0.0004	0.0011	0.0015
Si	0.0009	-0.0041	0.0011
Si	0.0031	-0.0071	0.0036
Si	-0.0056	0.0067	-0.0033
Si	0.0049	-0.0061	-0.0007
Si	0.0031	-0.0028	-0.0045
Si	0.0059	-0.011	-0.0013
Si	-0.0054	0.0066	-0.0023
Si	0.0024	-0.0008	0.0006
Si	-0.0032	0.0029	-0.0039
Si	-0.0028	-0.0011	-0.0132
Si	0.0029	-0.0078	0.0001
Si	-0.008	0.0035	-0.0186
Si	-0.01	-0.0108	-0.0197
Si	-0.0059	-0.0052	-0.0129
Si	0.0137	-0.0036	-0.0007
Si	0.0202	-0.006	-0.0146
Si	-0.0022	-0.0081	-0.0148
Si	-0.0088	0.0004	-0.0134
Si	-0.0024	0.002	-0.0054
Si	-0.0031	-0.0112	0.0041
Si	0.0045	0.0094	-0.0038
Si	-0.0055	0.0076	-0.0144
Si	0.0056	0.0021	-0.003
Si	0.0023	0.0212	-0.0087
Si	-0.0035	0.0041	-0.0176
Si	-0.0011	-0.0024	-0.005
Si	0.0097	-0.002	-0.008
O	-0.3059	-0.2389	0.2536
O	0.2966	0.1032	-0.4207
O	0.3683	-0.179	0.1625
O	0.487	0.1604	-0.293
O	0.3694	-0.3903	-0.0243
O	0.0825	0.1207	0.303
O	0.0174	-0.1108	0.5441
O	0.1775	0.1274	0.5268
O	-0.0759	-0.0218	-0.2803
O	-0.0009	0.2324	-0.6408
O	-0.0261	0.1306	-0.3723
O	0.016	-0.3069	0.223
O	-0.0278	0.1435	-0.4247
O	-0.0809	-0.1556	0.2946
O	0.0272	-0.0986	0.4525
O	0.2472	0.1324	0.2231
O	-0.16	0.1802	-0.0508
O	0.0872	-0.0467	-0.3324
O	0.6651	0.2646	0.2272
O	-0.1118	0.1614	-0.4671
O	-0.4002	0.2488	0.094
O	0.1696	-0.0746	-0.0847
O	-0.3108	0.061	-0.4297
O	0.0058	-0.1517	-0.0113
O	-0.5142	-0.0914	0.0929
O	-0.2142	0.2297	0.2082
O	0.2043	-0.3411	-0.032
O	-0.4346	-0.3439	-0.2016
O	-0.108	0.1908	0.5974
O	-0.0921	0.0484	-0.3734
O	-0.143	0.7212	0.0587
O	-0.4273	0.1363	-0.0739
O	-0.2903	-0.2238	0.284
O	0.1294	-0.5004	0.0259
O	-0.0288	-0.5183	-0.2121
O	0.0843	-0.3302	0.0503
O	-0.3882	-0.008	-0.3723
O	0.2786	0.3302	0.0676
O	-0.0968	0.3794	0.0253
O	-0.0397	0.1472	0.6503
O	-0.6669	-0.1541	0.0038
O	-0.3254	-0.282	-0.1625
O	-0.6517	-0.3203	0.0574
O	-0.1672	-0.1988	-0.4803
O	0.1529	0.363	-0.2716
O	0.0682	0.1033	-0.4161
O	-0.0062	0.311	-0.2141
O	0.2202	0.3497	0.2421
O	-0.0338	0.0099	0.4337
O	0.2227	-0.2026	0.1704
O	0.0445	0.0876	-0.092
O	-0.0099	0.6148	0.1486
O	-0.0112	0.1294	0.1509
O	-0.512	0.3279	-0.3661
O	-0.1938	-0.1108	0.4022
O	-0.2481	-0.3702	0.2547
O	0.3366	-0.0857	-0.322
O	-0.1009	0.098	0.1296
O	0.1455	-0.5959	-0.2169
O	0.328	-0.3483	0.2944
O	-0.6083	0.4604	-0.1272
O	0.1859	0.7459	0.0961
O	0.0457	-0.2576	0.3069
O	0.1504	0.1273	-0.034
O	-0.0527	-0.2591	0.0095
O	0.1909	0.0919	-0.2504
O	0.0136	-0.254	0.2449
O	0.2021	0.221	0.1532
O	0.3076	0.0905	-0.0235
O	-0.2377	0.4843	-0.1584
O	0.2905	0.1377	0.329
O	-0.102	0.1492	0.0673
O	-0.4246	-0.0997	0.253
O	-0.1149	-0.0043	-0.5828
O	0.0748	-0.1927	-0.0336
O	-0.3503	-0.2049	-0.1507
O	0.3597	-0.0566	0.2605
O	0.063	0.0446	-0.1621
O	0.0633	-0.127	-0.4314
O	0.5897	0.0873	0.2104
O	0.332	-0.3067	0.4031
O	0.2536	0.0902	0.1252
O	0.1404	-0.4793	0.6767
O	-0.2822	-0.1321	0.2621
O	0.165	-0.0855	0.0232
O	-0.6538	0.2892	-0.5586
O	-0.1395	0.0398	-0.1823
O	-0.1372	-0.2723	-0.3641
O	0.0075	-0.0056	-0.4653
O	0.5689	-0.3163	-0.1317
O	-0.0658	0.6349	0.3268
O	-0.023	-0.344	-0.1715
O	0.0832	-0.3293	-0.0128
O	-0.2019	-0.2979	-0.3296
O	0.1558	-0.0261	0.3379
O	-0.36	-0.3395	0.3174
O	0.2869	-0.4648	-0.2852
O	0.5474	0.291	0.316
O	-0.0381	-0.3484	0.0933
O	-0.2116	0.3769	-0.0287
O	-0.1572	0.0021	0.1854
O	-0.3347	0.0641	-0.2032
O	-0.1734	-0.1675	-0.3495
O	0.0209	0.004	-0.3081
O	0.1522	0.4046	-0.4057
O	0.213	0.2051	-0.1902
O	0.3404	0.1498	-0.0818
O	0.1593	-0.1949	0.1927
